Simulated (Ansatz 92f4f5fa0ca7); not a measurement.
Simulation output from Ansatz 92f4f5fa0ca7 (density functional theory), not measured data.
Periodic cell of 273 atoms, Si162O105As6, from a study of silicon, its oxide and their interface. The atomic structure is a simulated model.
Doubt: the cutoff is far below the 930 eV that the study's wrapper takes by default for these files, so forces and energies are approximate.

Settings: functional PBE; potential files Ansatz PAW; basis plane waves; wave-function cutoff 580 eV; density cutoff ratio 5; exchange-correlation grid ratio 1; k mesh 1 x 1 x 1, Gamma-centred; self-consistency stop 5e-08 eV per atom in the density residual; occupations fixed; spin none; net charge 0.

Cell vectors (angstrom)
a 11.6015 0 0
b 0 13.3963 0
c 0 0 31.1806

Atoms and the computed forces on them: element, x, y, z (angstrom), force x, y, z (eV/angstrom)
Si -0.0415 0.2105 24.3456 -0.0979 0.3196 -0.4509
Si 3.9042 0.0422 24.4391 0.176 0.0691 -0.4977
Si 7.714 -0.0122 24.507 0.0074 0.0075 -0.5881
Si 1.7921 3.2957 24.4678 -0.1637 -0.0765 -0.5288
Si 5.835 3.4087 24.4762 0.2626 -0.0744 -0.4857
As 9.6473 3.403 24.2631 0.0553 0.0105 -0.3918
As -0.0946 6.7155 24.1915 0.0648 0.0887 -0.3724
Si 3.7233 6.7911 24.6363 -0.2363 0.134 -0.2419
Si 7.6828 6.8333 24.5831 0.0261 0.1088 -0.4597
Si 1.9091 10.1243 24.2787 -0.0081 -0.0987 -0.5605
Si 5.8468 9.9213 24.4851 0.1678 -0.3966 -0.4171
As 9.655 10.036 24.2838 -0.1316 -0.0708 -0.5215
Si -0.1212 2.3027 25.4004 -0.0227 0.0614 0.3337
Si 3.851 2.2883 25.1841 -0.1102 0.0126 0.2248
Si 7.7583 2.2706 25.2536 -0.0111 -0.0492 0.4153
Si 1.7874 5.5821 25.1985 0.0667 -0.0638 0.4634
Si 5.7364 5.6439 25.2405 0.0075 0.0816 0.2015
Si 9.6193 5.6171 25.2313 0.0575 -0.0678 0.3819
Si 0.0013 8.9485 25.1729 -0.0612 -0.103 0.4101
Si 3.7993 9.045 25.2737 0.071 -0.116 0.3284
Si 7.7987 9.0168 25.4442 0.0273 -0.0294 0.2418
Si 1.8869 12.3623 25.0536 -0.0724 0.1129 0.2106
Si 5.7768 12.2163 25.1614 0.0883 0.0844 0.4445
Si 9.7162 12.2823 25.1336 -0.0601 0.0689 0.3807
Si -0.0571 2.2722 27.7209 0.1515 -0.1056 -0.0073
Si 3.8466 2.2668 27.5817 0.0537 -0.0141 0.0738
Si 7.7308 2.256 27.6257 -0.1156 -0.0767 -0.0039
Si 1.8777 5.5837 27.5998 0.0893 -0.1045 -0.0607
Si 5.7752 5.6179 27.6184 -0.0571 -0.0567 0.0817
Si 9.6575 5.5982 27.6182 -0.2196 0.1377 -0.0908
Si 0.0015 8.9463 27.5832 0.199 0.0881 -0.1005
Si 3.8437 8.9926 27.6412 -0.0523 0.0257 0.0754
Si 7.7679 8.9861 27.7504 -0.1627 -0.0933 0.0782
Si 1.9088 12.3187 27.5107 -0.0156 -0.0054 0.055
Si 5.7856 12.2742 27.5752 0.0313 -0.0979 -0.0257
Si 9.6926 12.2942 27.5587 0.0183 0.1757 -0.0574
Si 1.9144 1.1355 28.3976 -0.0171 0.0425 -0.0871
Si 5.7836 1.1215 28.3898 -0.0263 0.0597 -0.1103
Si 9.6371 1.1087 28.4327 0.0435 0.0085 -0.0235
Si -0.0338 4.5003 28.457 0.0643 -0.0432 -0.1573
Si 3.836 4.4912 28.4104 0.0382 -0.0338 -0.0955
Si 7.7163 4.494 28.4203 -0.0274 -0.0085 -0.1113
Si 1.9251 7.821 28.4099 -0.0082 0.063 -0.1233
Si 5.7876 7.8529 28.4208 0.0526 0.0098 -0.1
Si 9.6927 7.8254 28.4353 0.0016 -0.0271 -0.1035
Si 0.0062 11.1822 28.3984 0.0193 -0.0377 -0.1643
Si 3.8362 11.2177 28.4149 0.0211 -0.0271 -0.1217
Si 7.747 11.2298 28.429 -0.0694 -0.0224 -0.1047
Si 1.9336 1.1164 30.7857 0.0799 -0.0961 -0.1516
Si 5.8008 1.1164 30.7857 -0.0651 -0.0424 -0.1375
Si 9.6679 1.1164 30.7857 -0.133 -0.1095 0.0821
Si 0 4.4654 30.7857 -0.0655 0.1286 0.266
Si 3.8672 4.4654 30.7857 -0.0507 0.0474 -0.1044
Si 7.7343 4.4654 30.7857 -0.0439 0.0221 0.0132
Si 1.9336 7.8145 30.7857 -0.0279 -0.033 -0.0174
Si 5.8008 7.8145 30.7857 -0.1251 0.0315 0.057
Si 9.6679 7.8145 30.7857 0.1331 -0.0195 0.1667
Si 0 11.1635 30.7857 0.0611 0.0414 -0.064
Si 3.8672 11.1635 30.7857 -0.1057 0.1583 -0.0022
Si 7.7343 11.1635 30.7857 0.0673 0.2047 0.034
Si 0 0 0.3944 -0.0053 0.0558 0.1566
Si 3.8672 0 0.3944 -0.1192 0.0575 -0.1184
Si 7.7343 0 0.3944 0.2532 0.0306 0.0075
Si 1.9336 3.3491 0.3944 -0.0115 0.064 0.081
Si 5.8008 3.3491 0.3944 0.0645 -0.002 -0.1253
Si 9.6679 3.3491 0.3944 0.0205 0.067 0.0186
Si 0 6.6981 0.3944 -0.0225 -0.181 0.1864
Si 3.8672 6.6981 0.3944 0.0198 -0.1881 -0.1482
Si 7.7343 6.6981 0.3944 0.1673 -0.0492 0.1802
Si 1.9336 10.0472 0.3944 -0.008 0.0265 -0.2551
Si 5.8008 10.0472 0.3944 0.0935 -0.1053 -0.3306
Si 9.6679 10.0472 0.3944 -0.1744 0.0469 0.0531
Si 0.0158 0.0048 2.7921 -0.0076 -0.0299 0.2055
Si 3.8511 0.0164 2.7372 0.0255 0.0307 0.0239
Si 7.7972 0.0161 2.7508 -0.048 0.0413 0.0206
Si 1.9353 3.3552 2.7812 -0.0055 -0.0095 0.0877
Si 5.8382 3.3191 2.7508 -0.0467 -0.0186 0.1484
Si 9.6792 3.3581 2.7689 0.0421 0.0101 0.1898
Si 0.0142 6.6512 2.7751 0.0161 -0.0101 0.0136
Si 3.9049 6.6414 2.738 -0.0289 -0.0218 0.0446
Si 7.7811 6.6766 2.7973 -0.0247 0.0579 0.154
Si 1.9295 10.0308 2.733 -0.0451 0.0049 0.1574
Si 5.8071 10.0348 2.733 0.0217 0.0179 0.1643
Si 9.6313 10.0609 2.7785 0.0506 0.0346 0.1169
Si -0.0082 2.2542 3.6195 0.1124 0.1109 0.0708
Si 3.8873 2.2496 3.5451 -0.0546 -0.0944 -0.0179
Si 7.7733 2.2302 3.5936 -0.1656 -0.136 0.0894
Si 1.9744 5.5848 3.6105 -0.0824 0.1226 0.0872
Si 5.8453 5.5346 3.5605 0.0364 0.1824 0.0551
Si 9.7097 5.5463 3.6928 0.1858 0.068 0.0601
Si -0.027 8.9028 3.4601 -0.033 -0.0374 -0.0912
Si 3.8715 8.8783 3.4363 -0.0348 -0.0933 -0.1126
Si 7.7059 8.9158 3.6234 -0.019 -0.1115 -0.0302
Si 1.9571 12.2506 3.5709 0.0559 0.0219 -0.0989
Si 5.8237 12.3118 3.3794 -0.0328 0.0265 -0.0348
Si 9.6926 12.2859 3.6528 0.0419 -0.1302 0.0135
Si 0.0176 2.2508 6.0417 -0.1293 -0.0623 -0.3393
Si 3.892 2.2819 5.9128 0.0379 0.0804 -0.2762
Si 7.7715 2.1995 5.9959 0.0975 0.1288 -0.2459
Si 2.0385 5.6062 6.0319 0.203 0.0588 -0.4367
Si 5.8812 5.5064 5.9403 -0.0328 -0.0196 -0.2592
Si 9.7647 5.5002 6.1765 -0.1866 -0.1105 -0.2957
Si -0.0773 8.8707 5.783 0.0642 -0.0672 -0.2553
Si 3.8705 8.8103 5.755 -0.1163 0.2069 -0.3447
Si 7.6481 8.8932 6.0502 0.0772 0.0007 -0.2114
Si 2.0199 12.1815 5.9529 -0.0287 0.0936 -0.3181
Si 5.8367 12.3273 5.6794 0.0823 0.0533 -0.2576
Si 9.7149 12.3083 6.0937 0.0006 -0.059 -0.3042
Si 1.9735 1.0505 6.588 -0.1984 0.2167 0.3483
Si 5.7827 1.0773 6.6806 -0.0903 0.0536 0.3535
As 9.6853 1.1449 7.0626 0.0858 0.0018 0.2288
Si 0.2608 4.4584 7.0412 0.334 -0.0452 0.194
As 3.9741 4.4613 6.9859 -0.1476 -0.128 0.2115
As 7.7443 4.3893 7.0329 0.2211 0.0039 0.2033
Si 1.9013 7.9292 6.6539 -0.2167 0.1403 0.5208
Si 5.6687 7.7201 6.7925 -0.0623 -0.4018 0.2347
Si 9.6267 7.7967 6.7358 -0.1246 -0.0063 0.3867
Si 0.0813 11.0402 6.6529 -0.053 0.008 0.4634
Si 4.0444 11.032 6.4163 0.1939 -0.2652 0.2999
Si 7.6628 11.1977 6.627 -0.0614 0.2494 0.439
O 5.6117 0.9376 8.349 0.0483 0.0225 -0.1871
O 1.8006 8.41 8.2912 0.0478 -0.1291 -0.1895
O 4.562 10.5752 7.9499 -0.0167 0.0115 0.1743
O 5.2134 7.5394 8.4321 0.0925 0.1718 -0.2978
O 1.8489 1.0913 8.2387 0.0026 -0.0542 -0.0347
O 12.5826 4.5039 8.6317 -0.3023 -0.0588 -0.4033
O 7.1711 11.419 8.2334 0.0741 -0.0897 -0.0977
O 11.9229 10.6921 8.2814 0.0165 0.132 -0.1433
O 9.6037 7.9684 8.4044 -0.0047 -0.0531 -0.185
O 2.044 10.1357 22.5806 -0.0465 0.0085 0.4849
O 11.5096 14.2073 22.7321 0.0319 -0.3856 0.3234
O 7.594 7.1498 22.9269 -0.0368 -0.1032 0.1742
O 6.0348 9.3759 22.8868 -0.1098 0.2142 0.1885
O 7.5987 -0.0448 22.8381 0.0046 -0.0179 0.2714
O 1.4857 2.9948 22.8184 0.1863 0.0935 0.2461
O 4.2108 4.906 21.8121 -0.1091 -0.0506 0.1183
O 6.1291 3.3892 22.8071 -0.1482 0.0177 0.3724
O 4.1778 0.1 22.7775 -0.1022 -0.0444 0.2837
Si 17.7786 -0.1394 12.3522 0.0738 -0.0354 0.1361
Si 6.1013 21.3701 12.7012 0.1242 0.0484 0.205
Si 3.2917 12.6167 13.5395 0.0573 -0.1038 0.1521
Si 11.3219 1.8038 16.5324 -0.1064 -0.0159 0.094
Si 9.5529 5.6868 19.1914 -0.0478 0.0055 -0.0676
Si 10.2552 11.2054 20.2968 -0.1217 -0.1783 -0.3009
Si 4.0587 4.1613 13.9067 0.0519 0.0292 0.0797
Si 0.9056 1.7894 21.8479 -0.1572 0.1665 0.1159
Si 10.0279 -0.5224 17.6604 -0.0568 0.0002 -0.0324
Si 16.3623 5.4178 16.7902 0.0463 0.0342 0.0044
Si 10.3815 7.6701 9.8064 -0.1417 0.1595 0.1525
Si 4.0721 6.5077 21.6314 -0.1629 0.1439 -0.1967
Si 5.4798 -0.9014 19.5142 0.1298 -0.1508 -0.2765
Si 9.3257 -2.5095 15.3619 -0.0284 0.0059 0.057
Si 10.7812 10.4514 12.902 -0.0445 0.0154 0.0274
Si 11.6247 3.4728 19.2852 -0.0319 0.2548 -0.2449
Si 8.9997 3.615 12.0877 -0.0472 -0.0053 0.1135
Si 13.8939 6.221 12.5407 0.0052 0.024 0.29
Si 6.655 8.1345 21.9993 0.2759 0.1578 0.151
Si 1.3621 8.649 13.9813 -0.0312 0.0845 0.1619
Si 13.8767 7.8693 19.4975 -0.0071 0.1887 -0.2731
Si 0.6401 6.0952 15.0653 0.0332 0.0813 0.1777
Si 7.7965 12.8984 21.3084 -0.1073 -0.008 -0.2402
Si 8.1437 8.4602 16.6121 0.0397 0.0037 0.0724
Si 8.1562 6.5302 11.2464 -0.1068 -0.1009 0.3521
Si 3.712 14.2136 21.3921 0.163 -0.1786 -0.348
Si 5.3172 8.2781 15.6456 0.0177 -0.0021 -0.0286
Si 1.0154 9.5263 9.2085 0.1468 0.0703 -0.1412
Si 1.4952 -1.899 11.2443 -0.0638 -0.0488 0.3121
Si 9.5292 5.8919 16.2696 -0.0343 0.0278 0.1605
Si 5.7954 10.9068 8.9782 -0.07 0.1253 -0.2244
Si 6.8264 4.0729 18.7802 0.2433 -0.1297 -0.1766
Si 7.7887 10.6953 12.8987 0.047 0.0556 0.0785
Si 18.2924 15.8688 13.4895 0.0239 -0.1446 0.0643
Si 12.3617 5.2622 10.0883 0.0089 0.059 0.2978
Si 11.6979 2.6576 11.5975 -0.1288 -0.1405 0.1821
Si 5.1016 0.3608 9.7808 0.1733 0.1127 0.191
Si 5.9126 7.9439 9.8546 0.0299 -0.0833 0.3858
Si 14.6683 10.5579 15.7201 0.0041 0.0447 0.1784
Si 13.466 5.4554 17.834 -0.1403 0.1232 0.0023
Si 13.6337 14.208 9.81 0.0016 -0.0321 0.029
Si 3.2824 -2.8481 18.7147 0.2016 -0.057 -0.1081
Si 9.0146 3.2749 15.0612 -0.0493 -0.0199 0.0809
Si 8.7466 -4.9076 19.7492 0.1538 -0.1282 -0.2029
Si 7.5781 14.429 18.8165 -0.0896 -0.0533 -0.1911
Si 5.1731 3.6384 21.504 0.1735 0.0298 -0.2052
Si 13.3217 15.3917 14.1736 -0.0097 -0.0813 0.0644
Si 1.4302 10.2494 21.0676 0.0353 -0.0979 -0.3712
O 12.8259 5.2469 16.3359 0.0135 -0.0583 -0.0831
O 13.9701 7.8284 12.9538 0.0157 -0.1284 -0.1524
O 3.6223 0.9505 10.1692 -0.0369 0.0726 -0.0749
O 1.9452 6.0802 10.9273 -0.0445 0 -0.1831
O 9.3427 9.3718 15.9848 0 0.0077 -0.02
O 9.3843 7.5863 11.0874 0.1283 0.0046 -0.1576
O 6.3289 13.4156 18.4404 0.0121 0.0279 0.1147
O 18.8089 -1.3839 12.1374 -0.0609 0.0445 -0.0879
O 5.2652 3.2302 13.347 -0.011 -0.0024 -0.0372
O 11.6173 11.0468 21.1666 0.0413 0.0581 0.2289
O 8.0586 5.0954 19.0137 -0.0978 -0.0029 0.0358
O 7.1718 6.8816 9.9738 -0.0028 0.0333 -0.157
O 10.6252 6.0492 15.0945 0.0247 -0.0435 -0.1097
O 10.0363 2.1141 15.5662 -0.02 0.0127 -0.0551
O 11.6223 9.063 13.1367 -0.0055 -0.0377 -0.0388
O 5.1713 7.7984 11.3415 0.0165 0.025 -0.2382
O 7.2918 2.5624 18.3832 -0.0263 0.0137 0.0904
O 8.3144 6.9405 16.0549 0.0248 -0.0108 -0.0512
O 3.4487 7.0923 23.01 0.1417 -0.0843 -0.0099
O 8.9202 0.5942 18.0385 0.0359 0.0243 0.0292
O 12.951 4.3518 18.9167 0.0213 -0.0779 0.0332
O 6.1096 0.7781 10.9929 -0.0535 0.0025 -0.0934
O 10.5677 12.052 18.9444 0.035 -0.0195 0.1576
O 19.0667 2.815 14.8814 0.0337 0.0146 -0.0326
O 4.2767 -0.0136 20.1224 -0.2034 0.2219 0.2743
O 9.5149 3.895 13.6247 0.0301 0.0222 -0.0831
O 8.7726 5.0166 11.2657 0.0046 0.0139 -0.0827
O 2.6133 10.9274 17.2592 -0.069 -0.0002 -0.0276
O 5.0591 7.0067 16.618 -0.0318 0.0052 0.0253
O 11.2891 0.2353 16.9779 0.0507 0.0328 -0.0222
O 4.205 -3.9753 15.8501 0.0395 -0.0359 -0.0324
O 10.1955 6.1127 17.7426 0.0198 0.029 -0.0593
O 6.5293 -1.36 20.6944 0.0461 -0.0085 0.1948
O 12.8252 8.7537 20.3949 0.0019 0.061 0.1979
O 3.3542 8.9103 18.8195 -0.0553 -0.0474 0.1024
O 7.5412 8.7534 20.7934 -0.1405 0.0156 0.1747
O 12.6969 15.3821 15.681 0.0642 0.0305 -0.0195
O 5.2953 7.7577 14.0912 -0.0037 -0.0104 -0.1239
O 13.5666 10.2037 10.3533 0.0146 -0.0514 -0.0804
O 18.2412 0.8493 13.5505 -0.0357 0.0578 -0.0591
O 16.1233 4.7785 15.3275 -0.031 -0.0233 -0.0879
O 7.8724 0.887 20.4251 0.0373 0.0216 0.1325
O 7.3131 6.8505 12.619 0.0137 0.0246 -0.1353
O 6.7165 8.9876 16.0628 -0.0071 0.012 -0.0127
O 9.1361 -1.4146 21.1833 0.0751 -0.009 0.0999
O 11.2316 2.7196 17.8861 0.0129 -0.0232 0.0458
O 1.0345 1.8069 10.5985 0.0182 0.0888 -0.0752
O 1.5449 12.7302 10.2114 -0.0323 -0.0719 -0.0673
O 16.3918 11.2007 18.7921 -0.0288 0.009 0.0798
O 14.3764 3.2089 14.1117 -0.0312 0.0154 -0.0128
O 12.0994 2.2498 13.1222 0.0085 0.0259 -0.1459
O 11.9595 4.2095 11.2494 0.0294 0.1444 -0.1001
O 11.4384 8.8473 10.091 -0.063 -0.0092 0.0513
O 12.7629 5.5978 13.5958 0.0348 -0.0011 -0.1407
O 10.4788 4.5154 19.8233 0.0777 -0.1057 0.0613
O 13.5145 9.9798 14.7313 -0.0415 -0.0742 -0.0855
O 11.1511 6.2581 9.7011 0.0327 -0.1655 -0.1296
O -0.0317 11.3864 11.8323 0.0908 0.0325 -0.1116
O 14.0979 14.011 13.7928 -0.0146 0.044 -0.0344
O 3.0461 6.7978 20.4232 0.1574 -0.1654 0.2074
O 8.9416 4.3924 16.2296 0.0019 -0.0395 -0.093
O 2.4435 11.6508 12.5457 -0.0302 0.0166 -0.1693
O 5.1522 12.118 9.8588 0.0104 -0.1137 -0.0139
O 6.2259 9.5586 9.7846 0.019 -0.0175 -0.1
O 15.1697 11.9239 14.9926 -0.0156 0.0214 -0.06
O 8.1553 -4.923 18.233 -0.049 0.0249 0.0543
O 13.1196 6.9776 18.3576 0.0484 -0.0101 0.0594
O 7.5462 2.9118 12.1749 0.0216 0.0323 -0.0618
O 7.9702 11.0964 14.4745 -0.0104 -0.0013 -0.0129
O 10.6198 11.1468 14.3914 -0.0092 -0.0245 -0.0477
O 6.7423 9.4734 12.7316 -0.0555 -0.0672 -0.0918
O 2.0999 14.2343 21.2905 -0.0654 -0.0466 0.0996
O 0.2122 2.426 20.5127 0.0531 -0.1318 0.2447
O 3.4637 5.2344 17.7404 0.0236 -0.0283 0.0247
O 9.2597 10.2553 12.3172 0.0217 -0.048 0.0034
O 12.6676 7.6542 15.2409 -0.0023 0.0035 -0.037
O 16.308 12.7523 12.7837 -0.0268 0.0257 -0.0869
O 4.2544 2.3362 21.2611 0.0088 0.0769 0.0876
O 5.4907 7.2331 21.3073 -0.021 -0.012 0.0572
O 10.0622 2.5497 11.4086 0.0668 0.0617 -0.0497
O 9.8006 9.7072 19.8649 -0.0062 0.1048 0.1262
O 15.2718 5.3706 12.8577 -0.0591 0.0036 -0.0702
O 2.4044 11.0612 20.0069 -0.0752 -0.0162 0.2057
O 9.3052 11.8965 16.6047 -0.0047 -0.0029 -0.0094
O 6.0271 3.9836 20.1798 -0.1623 -0.012 0.2339
O 5.9708 4.6563 17.5407 -0.0581 0.0167 0.04
O 9.4778 7.0521 20.0819 -0.0107 0.0696 0.0759

Results
free energy: -191840.417 eV
free energy less fixed offsets of As -4856.12, O -568.88, Si -635.61 eV per atom: -2.477 eV

The program warned: the cutoff lies below the one the program advises for these potential files; the forces do not sum to zero within the program's tolerance; the exchange-correlation potential is rough where the density is thin.
